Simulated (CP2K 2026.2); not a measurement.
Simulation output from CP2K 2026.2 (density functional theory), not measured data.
Periodic cell of 547 atoms, Si316O221N10, from a study of silicon, its oxide and their interface. The atomic structure is a simulated model.
Doubt: the forces sum to 1.94 eV/angstrom along one axis rather than to zero, so they err by at least 0.0035 eV/angstrom per atom on average; the grid cutoff is modest.

Settings
functional: PBE
method: Gaussian and plane waves
basis set: DZVP-MOLOPT-SR-GTH
pseudopotentials: GTH-PBE
grid cutoff: 350 Ry, relative cutoff 50 Ry
k points: Gamma only
occupations: fixed
spin: none
net charge: 0

Cell vectors (angstrom)
a	16.332	0	0
b	0	16.332	0
c	0	0	34.4014

Atoms and the computed forces on them: element, x, y, z (angstrom), force x, y, z (eV/angstrom)
Si	15.967	0.039	34.38	0.337	-0.105	0.661
Si	3.4	2.244	34.371	-0.164	-0.282	0.748
Si	0.148	5.485	0.114	-0.219	0.185	0.701
Si	3.248	7.881	0.144	-0.324	0.153	0.706
Si	16.044	11.672	0.064	0.497	-0.737	0.204
Si	3.095	13.434	34.339	-0.228	0.313	0.696
Si	5.713	0.125	0.243	-0.114	0.071	0.381
Si	8.326	2.413	0.105	-0.105	0.347	0.771
Si	5.199	5.36	0.214	0.252	-0.104	0.607
Si	8.498	7.765	34.377	-0.153	0	0.772
Si	5.192	11.078	0.252	0.291	-0.079	0.766
Si	7.812	14.115	34.335	0.114	-0.01	0.815
Si	10.776	0.416	34.287	0.129	-0.36	0.761
Si	13.981	2.481	0.073	-0.163	0.138	0.825
Si	10.806	5.616	34.231	0.124	-0.208	0.701
Si	13.238	8.47	34.31	0.293	-0.073	0.772
Si	10.954	10.613	0.099	0.009	0.086	0.659
Si	13.657	13.561	0.457	-0.476	0.369	0.536
Si	1.508	1.161	1.079	-0.046	0.038	-0.015
Si	4.011	3.924	1.555	-0.042	-0.061	0.022
Si	1.417	6.96	1.357	-0.004	-0.004	-0.011
Si	4.151	9.493	1.603	0	0.003	-0.025
Si	1.493	12.402	1.366	0.052	0.012	-0.05
Si	4.171	15.032	1.306	-0.049	0.032	-0.058
Si	6.958	1.383	1.687	0.059	-0.026	-0.011
Si	9.571	4.097	1.206	0.007	-0.016	-0.062
Si	6.871	6.656	1.293	0.019	0.025	-0.047
Si	9.508	9.367	1.406	-0.01	0	-0.04
Si	6.849	12.359	1.282	0.045	0.006	-0.068
Si	9.566	15.088	1.206	-0.029	0.028	-0.09
Si	12.318	1.423	1.359	0.018	0.013	-0.09
Si	15.092	4.077	1.366	0.009	0.009	-0.047
Si	12.257	6.813	1.281	-0.02	0.009	-0.024
Si	14.992	9.605	1.07	0.027	0.042	-0.078
Si	12.011	12.236	1.427	0.054	-0.016	-0.01
Si	14.926	15.102	1.646	0.007	0.027	-0.032
Si	0.162	2.64	2.592	0.047	-0.013	-0.009
Si	2.74	16.277	2.684	-0.025	-0.015	0.023
Si	16.307	8.3	2.609	-0.007	-0.02	0.005
Si	2.661	5.438	2.747	0.021	0.061	-0.001
Si	0.068	13.667	2.797	-0.058	-0.026	-0.009
Si	2.684	10.894	2.782	-0.027	0.053	-0.014
Si	5.49	2.728	2.897	0.003	-0.019	0.024
Si	8.334	16.304	2.85	0.031	-0.012	0.05
Si	5.589	8.085	2.756	0.034	-0.011	0.023
Si	8.23	5.376	2.696	-0.022	-0.024	0.029
Si	5.473	13.632	2.72	0.03	-0.011	0.031
Si	8.169	10.897	2.635	-0.025	-0.007	0.009
Si	10.928	2.794	2.667	-0.009	0.006	0.023
Si	13.528	0.102	2.871	0.008	-0.007	0.062
Si	10.916	8.084	2.768	0.025	0.006	0.03
Si	13.655	5.459	2.647	-0.001	-0.01	-0.01
Si	10.745	13.674	2.707	-0.046	0.018	0.014
Si	13.599	10.87	2.614	-0.012	0.043	0.037
Si	1.345	4.049	4.086	-0.008	-0.009	0
Si	4.078	1.316	4.108	-0.016	0.005	-0.037
Si	1.295	9.56	4.096	-0.003	0.009	0.028
Si	4.115	6.769	4.058	-0.024	-0.023	-0.011
Si	1.412	14.994	4.143	0.011	-0.009	0.015
Si	4.1	12.262	4.091	-0.013	0.015	-0.037
Si	6.873	4.107	4.154	0.018	0.03	-0.028
Si	9.636	1.417	4.125	-0.004	-0.016	0.009
Si	6.857	9.54	4.075	0.024	-0.024	-0.003
Si	9.54	6.753	4.101	-0.013	0.026	0.014
Si	6.851	14.953	4.117	0.022	-0.011	-0.02
Si	9.481	12.242	4.069	-0.013	-0.001	0.006
Si	12.284	4.133	4.054	-0.027	0.008	-0.004
Si	15.036	1.427	4.071	0.032	0.013	-0.044
Si	12.293	9.508	4.056	-0.024	-0.032	-0.017
Si	14.994	6.852	4.001	0.014	0	-0.009
Si	12.179	14.973	4.097	-0.001	-0.004	-0.009
Si	14.965	12.224	4.021	-0.036	-0.044	0.023
Si	0.014	0.028	5.444	-0.035	-0.018	0.012
Si	2.732	2.721	5.443	0.024	-0.008	0.002
Si	16.312	5.453	5.409	-0.029	-0.005	0.003
Si	2.717	8.155	5.387	0.002	-0.002	-0.016
Si	16.276	10.887	5.46	-0.01	0.043	0.02
Si	2.74	13.597	5.48	-0.013	-0.019	0.027
Si	5.456	16.31	5.464	0.008	0.014	-0.004
Si	8.226	2.741	5.481	-0.001	-0.013	0.018
Si	5.464	5.459	5.462	0.003	-0.004	0.004
Si	8.2	8.172	5.436	-0.001	0.008	0.011
Si	5.448	10.864	5.439	-0.005	0.018	-0.004
Si	8.15	13.565	5.485	0.004	-0.03	0.008
Si	10.917	0.023	5.5	0.007	0.015	0.007
Si	13.656	2.779	5.428	0.008	-0.009	0.003
Si	10.918	5.443	5.469	-0.012	-0.005	0.012
Si	13.627	8.152	5.441	0.018	-0.014	-0.013
Si	10.898	10.875	5.39	0.005	0.027	0.007
Si	13.596	13.595	5.38	0.018	-0.012	-0.004
Si	1.364	1.384	6.806	0.007	0.022	-0.008
Si	4.09	4.095	6.797	0.012	-0.002	0.005
Si	1.366	6.803	6.777	0.017	-0.014	-0.002
Si	4.068	9.494	6.785	0.001	0.007	0.006
Si	1.331	12.224	6.805	-0.035	-0.017	0.016
Si	4.09	14.957	6.831	0.007	-0.006	-0.003
Si	6.808	1.393	6.793	0.01	0.002	0.008
Si	9.56	4.112	6.852	0.012	0.01	0.002
Si	6.8	6.844	6.8	-0.01	-0.002	-0.01
Si	9.549	9.529	6.796	0.004	-0.02	0.005
Si	6.799	12.203	6.838	0.002	0.019	0.01
Si	9.528	14.965	6.802	-0.005	0.017	-0.003
Si	12.306	1.39	6.809	-0.004	-0.029	0.002
Si	14.96	4.133	6.828	-0.019	0.015	0.016
Si	12.264	6.815	6.834	-0.009	-0.003	0.018
Si	14.969	9.494	6.838	0.019	0.038	0.014
Si	12.252	12.234	6.756	0.026	0.007	-0.003
Si	14.954	14.965	6.745	0.003	-0.009	0.008
Si	0.009	2.747	8.156	-0.001	-0.011	-0.003
Si	2.712	0.011	8.159	0.003	-0.003	0.003
Si	0.011	8.126	8.203	-0.024	-0.022	-0.005
Si	2.736	5.467	8.159	-0.005	0.003	-0.015
Si	16.277	13.595	8.131	0.01	0.004	0.005
Si	2.666	10.809	8.145	0.006	0.018	0.001
Si	5.441	2.76	8.164	0	0.008	0.007
Si	8.177	0.03	8.122	-0.021	-0.025	-0.004
Si	5.433	8.157	8.19	0.003	-0.007	0
Si	8.15	5.494	8.166	0.009	0.009	-0.01
Si	5.431	13.576	8.168	-0.021	-0.018	0.013
Si	8.171	10.842	8.194	-0.003	-0.002	-0.002
Si	10.947	2.76	8.182	-0.013	0.01	0.004
Si	13.629	16.314	8.147	0.019	0.015	0.001
Si	10.874	8.175	8.186	0.021	0.019	-0.009
Si	13.605	5.462	8.227	0.005	-0.003	0.002
Si	10.898	13.58	8.133	-0.001	-0.013	-0.005
Si	13.587	10.877	8.149	-0.007	-0.017	0.008
Si	1.364	4.123	9.508	0.006	-0.006	-0.009
Si	4.062	1.402	9.505	-0.012	-0.012	0.005
Si	1.368	9.448	9.609	0.028	0.002	0.014
Si	4.076	6.807	9.582	-0.002	0.003	-0.003
Si	1.305	14.966	9.462	-0.029	0.016	-0.023
Si	4.038	12.167	9.456	0.036	0.006	-0.015
Si	6.768	4.164	9.528	-0.032	0.009	-0.014
Si	9.541	1.401	9.475	0.006	-0.025	-0.015
Si	6.811	9.474	9.575	0.004	0.003	-0.002
Si	9.481	6.841	9.562	-0.001	0.013	-0.014
Si	6.793	15.016	9.442	-0.003	0.008	-0.02
Si	9.542	12.23	9.518	0.006	0.008	-0.014
Si	12.251	4.117	9.615	-0.001	0.005	0.002
Si	14.985	1.354	9.491	0.016	-0.002	-0.003
Si	12.226	9.549	9.531	-0.004	-0.01	0
Si	14.976	6.79	9.604	-0.003	-0.012	0.005
Si	12.264	14.925	9.492	0.011	0.007	-0.013
Si	14.946	12.214	9.528	0.006	0.004	-0.01
Si	16.284	16.292	10.866	0.043	-0.011	0.008
Si	2.704	2.777	10.869	-0.019	0.012	0.012
Si	0.042	5.416	10.961	-0.022	0.012	-0.016
Si	2.732	8.085	11.046	-0.013	-0.034	0.02
Si	16.301	10.842	10.9	-0.025	-0.013	0.004
Si	2.661	13.552	10.733	-0.02	-0.022	-0.015
Si	5.453	0.045	10.813	0.005	-0.02	0.018
Si	8.149	2.782	10.798	0.015	0.012	-0.018
Si	5.439	5.498	10.992	0.016	-0.035	0.013
Si	8.158	8.155	11.034	0.004	0.002	0.008
Si	5.36	10.804	10.845	-0.01	0.024	0.009
Si	8.147	13.656	10.754	0.012	-0.005	-0.003
Si	10.924	0.023	10.776	-0.017	-0.005	0.013
Si	13.701	2.735	10.889	0.012	0.002	-0.005
Si	10.79	5.473	10.932	0.011	-0.015	-0.025
Si	13.553	8.177	10.886	0.013	0.001	-0.002
Si	10.871	10.872	10.942	-0.008	0	-0.006
Si	13.558	13.53	10.915	-0.008	-0.022	-0.007
Si	1.298	1.398	12.153	-0.029	0.034	-0.035
Si	4.046	4.107	12.306	-0.037	-0.002	-0.007
Si	1.376	6.67	12.448	0.066	0.006	0.017
Si	4.133	9.457	12.39	0.019	-0.005	-0.023
Si	1.393	12.213	12.183	0.01	0.009	-0.03
Si	4.028	14.937	11.991	0.006	-0.007	-0.057
Si	6.784	1.484	12.159	-0.019	-0.003	-0.029
Si	9.409	4.083	12.274	0.017	0.042	-0.027
Si	6.794	6.816	12.464	0.017	-0.013	-0.005
Si	9.519	9.577	12.38	-0.001	-0.006	0.013
Si	6.714	12.287	12.002	0	0.017	-0.042
Si	9.491	15.057	12.077	-0.005	-0.022	-0.05
Si	12.332	1.329	12.138	0.001	-0.022	-0.036
Si	15.065	4.036	12.343	0.03	-0.048	-0.009
Si	12.121	6.888	12.245	-0.033	0.043	-0.005
Si	14.904	9.497	12.271	-0.012	0.008	-0.011
Si	12.188	12.204	12.365	0.022	0.025	0.002
Si	14.944	14.873	12.234	0.017	0.007	-0.025
Si	0.061	2.602	13.784	-0.015	0.057	0.015
Si	2.741	16.326	13.293	-0.004	-0.017	0.063
Si	16.258	8.108	13.633	-0.014	-0.003	0.003
Si	2.746	5.271	13.912	-0.046	0.023	-0.002
Si	0.036	13.515	13.565	-0.024	-0.017	0.051
Si	2.712	10.88	13.614	-0.019	0.005	0.035
Si	5.421	2.738	13.624	0.018	0.005	0.074
Si	8.17	0.136	13.426	0.032	0.023	0.024
Si	5.531	8.225	13.937	0.008	0.02	0.043
Si	8.046	5.315	13.837	-0.07	-0.014	0.057
Si	5.343	13.607	13.345	-0.042	-0.004	0.04
Si	8.056	11.098	13.446	-0.038	-0.013	0.043
Si	10.928	2.694	13.392	-0.004	-0.005	0.043
Si	13.581	16.255	13.568	-0.003	-0.017	0.055
Si	10.829	8.199	13.837	0.025	0.009	0.043
Si	13.556	5.471	13.425	0.021	-0.002	0.021
Si	10.735	13.704	13.508	0.019	-0.009	0.069
Si	13.556	10.795	13.755	0.009	0.008	0.053
Si	1.808	3.377	15.255	0.227	-0.014	-0.694
Si	4.187	1.109	14.732	-0.094	0.1	-0.231
Si	1.108	9.694	14.867	0.122	-0.089	-0.738
Si	4.289	6.594	15.185	-0.204	0.151	-0.817
Si	1.267	15.188	14.639	0.055	-0.341	-0.78
Si	4.312	12.107	14.835	-0.248	0.096	-0.783
Si	6.378	4.211	15.234	0.362	-0.197	-0.802
Si	9.791	1.218	14.749	-0.168	0.051	-0.69
Si	6.709	10.091	15.054	0.156	-0.437	-0.734
Si	9.702	6.461	15.027	-0.333	0.39	-0.629
Si	6.652	15.11	14.501	-0.043	0.046	-0.28
Si	8.925	12.87	14.725	0.114	-0.058	-0.702
Si	12.028	4.279	14.68	0.215	-0.232	-0.778
Si	15.199	0.898	14.95	-0.198	0.398	-0.697
Si	12.51	9.205	15.246	-0.211	0.157	-0.753
Si	14.645	6.906	14.864	0.12	0.11	-0.61
Si	11.877	15.223	14.816	0.173	-0.076	-0.776
Si	15.254	11.924	14.907	-0.119	0.144	-0.762
Si	6.588	0.155	29.019	0.024	0.027	0.149
Si	0.804	15.355	25.442	-0.182	0.061	0.114
Si	16.164	2.555	21.337	0.07	-0.06	-0.033
Si	2.65	13.683	16.899	0.001	-0.006	-0.097
Si	2.728	13.63	31.198	0.021	-0.091	0.307
Si	9.777	15.504	19.046	-0.071	0.063	-0.145
Si	0.692	3.497	26.41	-0.057	-0.058	0.205
Si	5.439	3.971	27.24	0.158	0.007	0.149
Si	14.723	13.262	17.693	0.11	0.124	-0.035
Si	12.048	3.949	17.654	-0.136	0.139	-0.219
Si	9.622	15.815	29.345	-0.001	0.161	0.324
Si	11.152	9.597	18.075	-0.075	0.077	-0.356
Si	3.013	1.522	17.493	0.073	0.09	-0.527
Si	8.859	11.474	27.316	0.051	0.013	0.226
Si	12.718	4.753	21.464	0.027	-0.12	-0.223
Si	7.166	13.827	18.42	0.2	0.019	-0.321
Si	14.619	4.406	19.311	0.019	0.118	-0.265
Si	0.072	5.332	16.937	0.05	-0.223	-0.19
Si	4.857	2.477	24.826	0.217	-0.194	0.062
Si	3.281	5.948	30.412	-0.017	-0.001	0.173
Si	14.157	1.237	29.66	-0.013	-0.159	-0.001
Si	1.756	8.177	29.169	0.086	-0.185	0.141
Si	4.342	15.825	21.421	-0.031	0.188	-0.292
Si	2.174	7.715	17.062	0.135	0.068	-0.186
Si	5.622	16.212	17.036	-0.136	0.043	-0.271
Si	16.052	10.05	24.214	0.029	-0.15	-0.039
Si	4.538	2.3	19.897	0.055	-0.115	-0.271
Si	10.222	6.585	17.996	-0.005	-0.136	-0.271
Si	8.635	11.248	17.143	-0.021	-0.033	-0.125
Si	13.832	12.757	27.062	0.186	-0.093	-0.009
Si	16.198	12.34	30.558	-0.134	0.179	0.314
Si	6.513	5.89	30.066	-0.133	-0.001	0.166
Si	5.329	11.182	22.746	0.113	-0.093	-0.253
Si	14.47	5.086	29.927	0.059	-0.088	0.148
Si	5.799	2.798	32.911	-0.087	-0.151	0.414
Si	12.814	13.534	24.47	0.041	0.025	-0.01
Si	12.359	9.587	20.951	0.025	0.056	-0.159
Si	12.502	6.025	27.927	0.154	0.025	0.096
Si	7.126	8.199	31.645	-0.009	0.109	0.208
Si	1.357	4.441	23.471	-0.074	-0.048	-0.144
Si	6.872	2.553	17.988	-0.179	-0.018	-0.275
Si	6.026	6.975	27.363	-0.052	0.032	0.08
Si	15.751	12.838	24.797	-0.075	-0.027	0.229
Si	7.328	13.297	25.735	-0.1	0.153	0.053
Si	11.231	3.854	26.814	0.033	-0.003	0.075
Si	10.936	11.301	23.158	0.077	-0.099	-0.082
Si	1.596	9.358	19.558	-0.105	-0.062	-0.177
Si	9.644	2.01	17.666	-0.004	0.046	-0.263
Si	7.668	10.855	30.192	-0.032	-0.053	0.216
Si	11.457	1.099	31.368	-0.058	0.046	0.193
Si	13.269	8.652	29.012	0.157	0.052	0.17
Si	2.297	14.356	19.687	-0.046	0.02	-0.235
Si	11.179	7.106	22.458	-0.004	0.025	-0.111
Si	14.045	3.527	27.435	0.165	0.194	0.267
Si	9.243	4.377	24.407	-0.025	0	-0.03
Si	7.506	2.318	25.791	-0.056	-0.066	0.113
Si	1.867	1.529	28.453	0.143	0.07	0.004
Si	0.972	5.364	28.701	-0.112	-0.052	0.383
Si	9.975	3.684	21.474	0.028	-0.046	-0.084
Si	0.218	12.813	27.811	0.006	-0.155	-0.148
Si	13.438	1.908	22.376	-0.028	-0.066	-0.172
Si	7.546	7.123	24.553	-0.033	-0.113	0.076
Si	3.618	8.732	21.769	-0.169	-0.025	-0.104
Si	2.827	13.693	27.114	-0.044	-0.042	0.254
Si	4.347	4.083	22.439	-0.021	-0.099	-0.095
Si	6.095	13.516	21.154	-0.05	0.029	-0.045
Si	3.28	0.213	24.335	0.013	-0.258	0.008
Si	6.091	3.021	29.884	-0.09	-0.011	0.265
Si	0.69	0.624	19.302	0.067	0.03	-0.136
Si	14.592	16.286	17.756	0.006	-0.122	-0.21
Si	4.084	9.546	27.678	-0.01	-0.02	0.267
Si	11.817	0.189	24.137	-0.008	0.017	0.016
Si	14.985	7.128	32.223	-0.031	-0.104	0.217
Si	11.35	13.543	30.332	0.041	0.009	0.103
Si	0.978	7.555	23.157	-0.035	0.074	-0.112
Si	5.927	6.748	21.921	0.093	0.047	0.017
Si	15.284	13.998	32.599	-0.011	-0.001	0.087
Si	8.032	12.179	22.846	-0.056	-0.058	-0.019
Si	10.828	0.808	21.464	0.109	0.013	-0.202
Si	14.08	14.46	29.761	0.219	0.124	0.255
Si	15.427	9.023	21.482	-0.002	-0.021	-0.141
Si	5.863	16.142	25.896	0.009	0.124	-0.1
Si	15.942	15.784	28.04	-0.399	0.072	0.008
Si	4.732	11.792	25.713	0.027	-0.25	0.187
Si	15.803	9.431	30.763	0.018	-0.106	0.075
Si	11.656	7.852	25.527	0.059	-0.176	0.08
Si	0.262	3.032	30.42	-0.101	0.083	-0.012
Si	12.324	14.6	17.806	0.013	0.112	-0.149
Si	4.484	9.352	32.357	-0.001	0.019	0.289
Si	12.366	3.838	32.085	-0.07	0.16	0.124
Si	9.483	12.375	32.311	-0.12	0.009	0.228
Si	13.759	9.778	26.415	-0.042	0.165	0.191
Si	11.825	11.115	28.351	0.114	0.023	0.045
Si	4.61	11.337	30.243	-0.048	-0.053	0.181
Si	8.718	6.093	20.742	0.162	0.01	-0.163
Si	9.395	9.411	25.218	0.032	0.076	0.165
Si	3.788	15.623	29.302	-0.134	0.049	0.186
Si	1.976	4.1	32.589	0.087	0.066	-0.056
Si	0.903	12.135	18.626	-0.055	0.114	-0.106
Si	10.154	1.036	26.75	0.035	0.065	-0.057
O	11.238	4.986	27.992	-0.564	0.087	0.379
O	9.505	1.405	34.012	0.054	0	-0.377
O	4.839	11.787	24.133	-0.22	0.397	0.032
O	8.416	8.469	24.346	-0.017	0.29	-0.581
O	3.014	2.922	32.93	0.138	-0.272	-0.49
O	15.689	6.06	33.206	-0.213	-0.284	-0.296
O	5.53	4.365	33.346	0.066	-0.005	-0.195
O	5.309	15.877	29.832	0.034	0.011	0.506
O	11.452	0.277	32.792	0.491	-0.446	-0.369
O	15.012	1.307	33.97	0.055	-0.055	-0.369
O	12.91	0.994	30.655	0.307	-0.053	-0.079
O	4.225	10.356	26.278	-0.02	-0.121	-0.433
O	15.81	10.947	31.319	-0.027	0.16	0.189
O	10.441	11.321	27.567	0.198	-0.01	-0.225
O	0.141	14.315	28.427	0.276	-0.019	0.4
O	5.446	2.703	31.334	-0.41	0.043	-0.438
O	15.397	10.057	22.73	-0.308	0.279	-0.208
O	2.491	5.128	29.256	0.098	-0.622	-0.492
O	7.85	8.464	33.06	-0.131	0.441	-0.215
O	9.661	6.732	33.823	0.072	-0.059	-0.539
O	4.42	10.71	28.766	0.09	0.282	-0.326
O	10.344	4.387	25.587	0.131	0.331	-0.063
O	11.196	7.414	24.04	-0.065	-0.162	0.078
O	4.89	5.854	30.314	-0.049	0.041	0
O	2.717	5.293	31.793	0.211	0.121	0.343
O	8.501	12.995	26.836	0.359	0.665	0.114
O	2.854	15.113	30.533	-0.206	0.585	0.113
O	8.449	13.423	32.997	-0.202	0.137	-0.275
O	14.299	12.973	24.054	0.003	-0.172	-0.372
O	13.639	7.697	32.922	-0.452	-0.155	-0.308
O	13.368	3.159	33.147	0.021	-0.082	-0.305
O	5.965	2.813	19.303	0.122	0.285	0.355
O	2.616	8.916	28.002	-0.115	0.208	-0.303
O	1.358	12.763	17.198	-0.272	-0.279	-0.292
O	6.88	6.717	28.717	0.715	0.341	0.02
O	9.733	10.418	18.012	-0.128	-0.012	0.35
O	13.052	16.008	18.206	-0.362	0.395	0.589
N	5.454	16.219	15.342	-0.088	0.093	-0.162
O	12.532	3.734	16.12	0.253	-0.258	0.136
O	7.639	10.148	16.425	0.274	-0.567	0.418
O	7.788	14.004	15.169	-0.05	0.16	0.305
O	0.904	1.553	20.619	0.548	-0.076	0.498
O	0.693	8.739	24.27	0.133	0.119	0.314
O	9.219	6.432	19.246	-0.456	0.198	0.11
O	5.43	11.053	15.378	0.046	0.036	0.598
O	8.418	2.769	18.391	0.174	0.484	0.7
O	13.83	5.301	20.411	0.111	0.481	0.036
O	6.591	3.487	16.684	-0.05	0.001	0.279
O	3.149	14.274	18.307	0.518	0.441	0.247
O	5.026	3.377	28.699	-0.655	0.148	0.114
O	10.417	10.21	24.239	0.109	-0.154	0.224
O	13.871	13.5	28.48	-0.145	0.061	-0.193
O	16.331	10.781	15.383	0.034	0.202	0.567
O	0.891	3.974	16.514	-0.196	-0.016	0.418
O	2.828	9.491	20.582	0.227	0.462	-0.072
O	8.18	3.183	24.611	-0.305	-0.256	-0.582
O	13.611	8.001	15.562	0.039	-0.17	0.489
O	14.633	12.559	16.254	-0.381	0.245	0.072
O	12.407	1.234	21.283	0.248	-0.063	-0.548
O	15.636	12.362	18.682	-0.172	-0.448	0.321
O	1.794	12.529	27.603	0.133	-0.737	0.089
O	15.684	5.189	18.375	-0.049	0.233	0.564
O	12.857	13.603	26.088	-0.514	0.425	0.099
O	14.596	0.96	16.474	-0.193	0.272	0.337
O	3.504	2.536	18.665	-0.383	0.751	0.163
O	13.922	9.119	20.902	0.221	-0.326	-0.314
O	11.696	12.517	23.909	-0.168	-0.034	0.075
O	7.245	6.703	20.978	-0.264	0.508	-0.201
O	3.452	1.792	24.502	-0.4	0.298	0.127
O	1.79	8.995	16.163	0.118	0.398	0.385
O	4.323	15.835	25.395	0.002	-0.533	-0.009
O	3.815	12.843	16.194	0.381	0.048	0.181
O	9.732	6.631	21.898	-0.233	0.138	0.46
O	1.028	3.674	24.853	-0.118	-0.534	-0.073
N	3.001	2.108	15.848	-0.038	0.059	0.133
O	2.734	13.867	32.807	-0.321	0.299	-0.248
O	4.111	12.18	34.132	-0.206	-0.156	-0.139
O	15.924	15.937	26.392	-0.532	0.061	-0.229
O	15.039	9.999	25.471	0.23	0.127	0.074
O	0.124	16.215	15.143	-0.043	0.121	0.22
O	9.553	11.8	22.472	-0.089	0.23	-0.64
O	3.708	12.978	26.015	-0.02	0.257	-0.447
O	0.679	3.417	31.925	-0.381	-0.399	-0.032
O	10.834	0.071	15.272	-0.104	0.077	0.447
O	4.415	9.882	22.564	0.106	-0.138	0.138
O	1.12	15.448	19.646	-0.423	-0.095	0.113
N	6.161	1.394	25.227	0.039	-0.069	-0.309
O	8.361	14.738	19.035	-0.114	-0.049	0.164
O	4.206	6.595	34.181	-0.046	-0.021	-0.353
O	3.756	14.411	28.215	0.231	-0.367	-0.196
O	3.641	7.21	16.57	0.315	0.279	0.678
O	13.237	13.365	18.329	-0.136	-0.576	0.385
O	0.152	9.319	20.288	-0.142	0.203	-0.036
O	4.127	0.319	17.528	-0.13	-0.167	0.401
O	6.089	0.014	27.489	-0.018	-0.085	-0.026
O	15.018	1.663	22.089	0.155	-0.395	0.354
N	13.903	5.066	28.285	0.13	0.142	-0.132
O	16.052	7.645	22.105	0.017	-0.44	-0.13
O	10.312	15.954	20.503	-0.055	-0.23	0.339
O	10.295	8.451	26.191	-0.209	-0.257	0.603
O	5.282	3.35	23.54	0.487	-0.102	0.086
O	1.161	6.498	16.853	0.171	-0.096	-0.052
O	10.902	5.375	15.071	-0.121	-0.168	-0.112
O	1.542	1.061	17.989	-0.39	-0.055	-0.399
O	1.646	2.332	27.057	0.224	-0.187	-0.338
O	5.082	12.346	21.643	-0.373	-0.111	-0.052
O	11.014	2.765	18.021	0.157	-0.2	0.462
O	0.945	6.012	23.642	-0.336	0.176	0.43
O	7.931	12.863	24.303	0.095	-0.005	0.098
O	15.433	3.215	26.651	-0.156	-0.086	-0.181
O	11.993	9.838	16.68	0.055	0.644	0.27
O	8.036	11.051	28.639	-0.226	0.002	-0.249
O	13.341	4.299	30.854	0.091	-0.058	-0.164
O	12.347	6.004	22.377	0.257	0.195	0.253
O	10.669	0.317	22.997	-0.611	-0.095	0.195
O	5.095	8.275	27.625	0.147	-0.198	-0.186
O	5.391	5.461	15.611	-0.027	0.01	0.377
O	0.664	0.497	28.584	0.004	0.057	0.115
O	12.794	3.605	26.391	0.082	-0.205	-0.491
O	12.124	9.617	33.897	0.093	0.015	-0.538
O	13.425	3.739	18.459	0.22	-0.409	0.219
O	7.022	4.349	30.012	0.703	-0.107	0.015
O	9.491	12.096	16.052	0.653	-0.096	0.269
O	7.4	2.612	33.166	0.189	0.215	-0.401
N	15.159	13.697	30.916	-0.081	-0.016	-0.21
O	14.086	8.732	27.609	0.559	-0.212	-0.159
O	9.348	6.677	16.617	-0.39	0.139	0.157
O	6.103	13.448	19.557	-0.332	-0.321	-0.204
O	6.369	7.13	23.437	-0.171	0.35	0.253
O	6.928	7.188	26.049	0.091	0.146	0.019
O	8.517	10.428	26.117	-0.583	-0.01	-0.046
O	11.537	5.018	32.871	0.232	0.136	-0.539
O	6.166	12.288	26.27	0.116	-0.221	0.419
O	2.466	7.902	22.572	0.153	-0.142	0.079
O	13.272	3.524	22.355	0.142	0.087	0.515
O	12.993	1.273	23.805	0.535	0.186	0.709
O	12.472	15.044	24.019	0.284	0.033	-0.435
O	3.971	12.778	30.583	0.437	0.113	-0.111
O	0.55	3.628	22.311	0.006	0.244	-0.049
O	4.815	7.75	21.301	0.197	-0.088	-0.273
O	8.457	5.789	24.381	-0.043	0.027	-0.077
O	6.953	10.938	22.789	0.35	-0.482	0.049
O	2.799	7.503	30.245	0.293	0.198	0.479
O	6.271	14.767	17.415	0.033	-0.209	-0.178
O	5.198	5.326	21.924	-0.077	0.014	-0.147
O	0.32	11.564	24.327	0.778	0.197	0.036
O	15.231	5.804	15.926	-0.236	-0.57	-0.105
O	8.6	1.262	26.336	-0.347	-0.124	-0.271
O	4.568	0.748	20.413	0.272	-0.115	-0.208
O	1.625	2.519	29.706	0.407	0.259	0.069
O	1.446	4.632	34.009	0.338	-0.247	0.222
O	12.343	14.497	16.189	0.098	-0.513	-0.037
O	1.392	12.82	30.803	-0.05	0.014	-0.262
O	5.717	15.014	21.638	0.39	0.264	0.421
O	15.449	0.643	18.929	-0.153	0.4	0.338
O	16.158	12.702	33.148	0.447	-0.041	-0.471
O	3.313	14.732	20.842	0.097	-0.487	0.157
N	16.102	4.488	29.651	-0.135	0.061	-0.108
O	9.71	0.478	18.116	-0.072	-0.061	-0.02
O	15.239	14.802	17.465	0.226	-0.018	-0.271
O	11.109	0.52	25.55	0.266	-0.217	0.038
O	12.582	7.175	29.079	-0.199	-0.285	0.25
O	9.308	2.039	16.072	-0.459	0.403	0.196
O	15.394	1.945	30.467	0.057	0.026	0.064
O	3.237	0.683	28.636	0.185	0.196	-0.144
O	11.974	10.751	22.026	0.375	0.233	-0.01
O	16.033	11.87	29.008	-0.272	-0.458	-0.249
O	5.225	5.574	27.185	-0.576	0.025	-0.237
O	0.254	14.184	24.487	0.128	0.219	-0.389
O	2.014	8.111	18.615	0.197	-0.388	0.396
O	1.591	12.913	19.873	0.223	-0.113	0.554
O	11.929	10.023	19.439	-0.037	0.585	0.128
O	10.251	0.495	30.464	-0.308	0.249	-0.142
O	10.142	14.306	29.583	-0.566	-0.457	-0.273
O	11.798	12.206	29.546	0.305	-0.193	0.124
N	4.942	1.527	33.824	-0.073	0.034	-0.236
O	10.01	11.249	33.34	-0.137	-0.24	-0.043
O	5.497	10.201	33.314	0.648	-0.02	-0.391
O	8.747	11.652	31.082	0.26	0.015	-0.403
O	14.341	9.086	30.137	-0.229	0.154	0.03
O	7.751	12.398	17.891	-0.373	0.176	0.16
O	1.452	10.64	18.605	0.127	-0.228	-0.599
O	11.327	5.388	17.917	0.056	0.049	0.018
O	6.659	1	17.576	0.257	-0.081	-0.022
O	2.93	4.459	23.106	0.02	0.149	0.29
O	2.179	14.872	15.943	0.351	0.369	0.145
N	15.463	12.714	26.492	0.012	-0.12	-0.078
O	10.06	4.019	23.058	0.131	-0.195	0.147
O	10.18	16.263	27.904	0.429	-0.37	-0.316
O	3.212	8.69	33.115	-0.254	-0.059	-0.454
N	14.561	15.992	29.067	-0.107	0.044	-0.148
O	11.519	8.322	21.471	-0.374	-0.034	-0.048
O	6.734	15.32	33.913	-0.219	-0.136	-0.659
O	7.349	6.655	31.218	0.284	-0.52	0.192
O	6.882	1.697	29.421	0.655	0.107	-0.256
O	4.482	3.411	26.089	-0.431	0.058	-0.134
O	6.952	3.427	26.881	0.482	0.046	0.27
O	16.06	15.376	33.056	0.455	0.15	-0.624
O	10.661	2.449	27.351	-0.248	0.135	0.459
O	9.881	2.099	21.201	-0.532	0.007	-0.131
O	10.969	7.998	18.164	0.353	-0.159	-0.05
O	7.687	9.28	30.581	0.144	-0.204	-0.311
N	13.16	11.197	27.229	0.061	0.032	-0.044
O	11.282	2.709	31.623	-0.384	0.216	0.028
O	11.338	4.24	20.761	-0.135	0.122	-0.596
O	8.696	4.471	20.881	-0.639	-0.288	0.038
O	7.577	13.243	21.724	0.443	0.469	-0.075
O	12.618	14.542	30.47	-0.142	0.422	0.049
O	6.198	11.45	30.507	0.105	0.486	0.382
O	10.8	13.157	31.801	0.422	0.418	0.454
O	5.505	8.289	31.713	-0.102	-0.498	-0.13
O	13.796	13.981	33.275	-0.633	-0.023	-0.451
O	12.336	6.7	26.444	0.186	0.037	-0.353
O	14.677	12.295	0.668	-0.179	-0.249	0.529
O	13.808	2.268	28.451	-0.41	0.008	-0.059
O	12.698	9.08	25.418	-0.105	0.321	-0.448
O	6.799	14.835	25.575	0.201	-0.017	-0.396
O	4.065	3.158	21.156	-0.136	-0.055	0.152
O	3.745	16.232	22.839	-0.133	0.234	0.165
O	15.98	8.387	31.998	0.581	0.281	0.208
O	15.461	3.313	20.108	0.32	-0.082	0.057
O	11.994	9.656	29.031	-0.455	-0.165	0.312
O	10.854	14.48	18.411	-0.098	-0.669	0.02
O	0.991	4.886	27.168	0.286	0.348	-0.333
O	0.767	6.976	28.673	-0.497	0.129	-0.487
O	1.684	16.325	24.506	-0.037	0.446	-0.24
O	1.908	14.838	26.484	0.096	0.24	0.18
O	3.859	10.308	31.239	-0.741	-0.088	-0.289
O	0.759	9.269	29.805	0.265	0.445	-0.113
O	7.997	15.754	29.342	-0.113	-0.571	-0.121
O	14.677	6.451	30.789	0.086	0.324	-0.347

Results
total energy: -133406.459 eV
total energy less fixed offsets of N -271.95, O -438.35, Si -107.03 eV per atom: 9.871 eV
